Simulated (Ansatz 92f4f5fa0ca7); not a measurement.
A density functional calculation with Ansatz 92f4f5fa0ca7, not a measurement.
Periodic cell of 226 atoms, Si134O92, from a study of silicon, its oxide and their interface. The atomic structure is a simulated model.
Doubt: the cutoff is far below the 930 eV that the study's wrapper takes by default for these files, so forces and energies are approximate.
This geometry differs little from another in the collection (a relaxation step or a small displacement).

Settings
functional: PBE
potential files: Ansatz PAW
basis: plane waves
wave-function cutoff: 580 eV
density cutoff ratio: 5
exchange-correlation grid ratio: 1
k mesh: 1 x 1 x 1, Gamma-centred
self-consistency stop: 5e-08 eV per atom in the density residual
occupations: fixed
spin: none
net charge: 0

Cell vectors (angstrom)
a  10.938  0  0
b  0  10.938  0
c  0  0  31.9494

Atoms and the computed forces on them: element, x, y, z (angstrom), force x, y, z (eV/angstrom)
Si  10.6261  0.0013  24.4185  0.0058  0.0037  -0.0011
Si  5.0746  0.1242  24.664  0.0015  -0.0016  0.0041
Si  2.8209  2.2921  24.5307  -0.0029  -0.0019  -0.0021
Si  8.5699  2.4362  24.5623  -0.0009  0.0025  0.0079
Si  10.7065  5.5877  24.3345  -0.0036  -0.0092  0.0104
Si  5.1567  5.6145  24.4493  0.0065  0.0047  -0.0014
Si  2.988  7.9542  24.4055  0.0006  0.0056  0.0124
Si  8.4157  7.8303  24.4171  -0.0026  -0.0047  -0.0075
Si  1.2922  1.1303  25.8415  -0.0023  -0.0018  0.0032
Si  6.8147  1.3282  25.7385  0.003  -0.0006  -0.0027
Si  3.9839  4.0105  25.7301  -0.0016  0.0005  0.0018
Si  9.6874  4.0218  25.853  0.0016  0.001  -0.0007
Si  1.3368  6.7948  25.6683  0.0059  0.001  -0.004
Si  6.8026  6.7219  25.7521  -0.0016  -0.0009  0.0063
Si  3.999  9.4673  25.9582  0.0045  -0.0069  -0.0027
Si  9.4813  9.4404  25.8004  0.004  -0.0006  0.0016
Si  2.6331  -0.135  27.293  -0.0007  0.0025  -0.0018
Si  8.1389  -0.0674  27.1445  -0.0074  0.0004  0.0029
Si  0.0773  2.6526  27.2133  -0.0005  0.0019  -0.0028
Si  5.4502  2.7203  27.11  0.0036  -0.0001  0.001
Si  2.6651  5.4159  27.1084  -0.0019  -0.0002  0.0015
Si  8.1901  5.368  27.1354  0.0029  0.0006  -0.0055
Si  0.0102  8.1521  27.131  -0.0051  -0.0042  0.0001
Si  5.5098  8.1407  27.1836  -0.0026  0.0004  -0.0042
Si  4.0861  1.3261  28.4964  -0.0027  -0.0003  0.0007
Si  9.5435  1.3145  28.5078  0.0013  0.0007  -0.0016
Si  1.3882  4.0659  28.5661  0.0028  -0.0017  0.0031
Si  6.8064  4.0586  28.5243  -0.0033  -0.0009  -0.0005
Si  4.0795  6.7752  28.4908  -0.0008  -0.0003  -0.0042
Si  9.5582  6.7791  28.4832  0.0002  0  -0.0039
Si  1.2892  9.4776  28.6308  -0.0008  -0.0002  0.0096
Si  6.8234  9.5363  28.564  0.0035  -0.0004  0.0023
Si  -0.0445  -0.0221  29.9353  -0.0038  -0.0058  -0.0002
Si  5.4499  -0.0144  29.8987  0.0026  -0.0001  -0.0011
Si  2.7715  2.7129  29.9016  0.0015  0.0055  -0.0013
Si  8.1855  2.7017  29.8769  -0.002  -0.0026  0.0014
Si  -0.0173  5.4389  29.8924  0.0021  -0.0012  -0.0013
Si  5.4559  5.4463  29.8898  -0.0014  -0.0034  0.0013
Si  2.7353  8.1416  29.9126  -0.0041  -0.0024  -0.0002
Si  8.2233  8.173  29.8823  -0.0002  0.0046  -0.0002
Si  1.3679  1.3733  31.2548  0.0025  0.0005  -0.0011
Si  6.8223  1.3654  31.2625  0.0015  0.0003  0.0017
Si  4.1147  4.0839  31.2799  -0.0001  -0.0015  0.0002
Si  9.5459  4.0824  31.2547  0.0005  0.0017  -0.0013
Si  1.3542  6.8076  31.2764  0.0019  0.0005  0.0003
Si  6.8282  6.8417  31.2463  0.0019  -0.0005  -0.0012
Si  4.0854  9.559  31.2643  0  0.0031  -0.001
Si  9.5494  9.543  31.2934  0.0009  0.001  -0.0006
Si  2.7385  0.0177  0.6811  -0.0021  -0.0021  0.0017
Si  8.198  0.0141  0.6759  -0.0009  -0.0001  0
Si  0.0088  2.7524  0.6802  -0.0021  -0.0008  0.0013
Si  5.4858  2.7467  0.7101  -0.0009  0.0008  -0.001
Si  2.7385  5.4604  0.6822  0  -0.0001  0
Si  8.2062  5.4928  0.6688  -0.0023  -0.0012  0.0024
Si  0.016  8.2107  0.7099  -0.0009  0.0004  0.0003
Si  5.4801  8.2252  0.6872  -0.0007  -0.0015  0.0002
Si  4.1022  1.3866  2.0697  0  0.0008  0.0008
Si  9.5998  1.3617  2.0349  -0.0052  0.0021  0.0011
Si  1.3548  4.1442  2.0624  0.0046  0  0.0011
Si  6.8432  4.1577  2.0501  0.0025  0.0002  -0.0001
Si  4.0942  6.8557  2.0351  -0.0028  -0.0022  0.0014
Si  9.5774  6.8462  2.069  -0.001  0.0017  0.0007
Si  1.373  9.6202  2.0647  0.0017  0.0006  -0.0011
Si  6.8336  9.6289  2.0536  0.0036  0.0041  0.0013
Si  0.0261  0.0438  3.4731  0.0022  -0.0018  0.0054
Si  5.4824  0.0451  3.4585  0.0005  -0.0005  -0.0012
Si  2.7149  2.7742  3.4065  -0.0019  0.0018  -0.0022
Si  8.2592  2.7873  3.3404  0.0005  -0.0029  -0.006
Si  0.0263  5.5216  3.4789  -0.0009  -0.0009  0.0034
Si  5.4715  5.5347  3.4263  -0.0003  0.0009  -0.0011
Si  2.7415  8.2447  3.3971  -0.0016  0.0035  -0.0001
Si  8.2409  8.2918  3.3871  -0.0013  -0.0015  -0.0032
Si  1.3746  1.4607  4.8469  -0.0008  -0.0014  0.0021
Si  6.911  1.4845  4.726  0.003  0.0022  -0.0019
Si  4.0601  4.1606  4.7553  -0.0039  -0.0004  -0.001
Si  9.6006  4.084  4.7833  0.0045  0.0019  0.0022
Si  1.3671  6.9812  4.8409  0.0047  -0.0016  0.0023
Si  6.8378  6.9955  4.73  -0.0002  0.0073  -0.0014
Si  4.0954  9.5774  4.7925  0.0002  -0.0037  0.0014
Si  9.6203  9.5844  4.8403  0  0.0069  0.0006
Si  2.7575  0.0404  6.1367  -0.0017  0.0036  -0.0056
Si  8.2951  0.1296  6.0897  0.0035  -0.0033  0.0019
Si  0.0183  2.8053  6.3083  -0.0028  -0.0033  -0.0007
Si  5.5132  2.8453  6.0664  0.0008  0.0005  0
Si  2.7543  5.5991  6.1358  -0.0022  0.0034  -0.0039
Si  8.2535  5.6039  5.9544  0.0037  -0.0029  0.0004
Si  0.0486  8.3134  6.3697  -0.0033  -0.0051  -0.0034
Si  5.5014  8.3086  6.2239  -0.0012  -0.0012  -0.0008
Si  4.4232  1.1894  7.3228  -0.0007  0.0016  0.0059
Si  9.8119  1.1568  7.6218  -0.0022  0.0027  -0.0079
Si  1.1789  4.5117  7.503  0.0003  -0.0016  0.0005
Si  6.6414  4.5488  7.2433  -0.0011  -0.0025  0.005
Si  4.3252  6.7108  7.5375  0.0005  0.0042  -0.0012
Si  9.7288  6.62  7.4976  -0.0011  0.0027  -0.0005
Si  1.2804  9.9481  7.6992  -0.0002  0.0033  0.0086
Si  6.721  9.9752  7.4086  0.0022  -0.0001  -0.002
O  9.5859  1.24  23.9789  -0.0036  -0.0025  -0.0019
O  4.1058  6.8047  23.9429  -0.0051  -0.0026  -0.0035
O  4.0105  1.238  24.0289  0.0005  0.0009  -0.0004
O  9.5338  6.6992  23.8952  -0.0002  0.0037  -0.0003
O  -0.0265  5.5529  8.0134  0.0022  0.0029  0.0006
O  5.5712  0.1356  7.9086  -0.0013  -0.0007  -0.0018
O  0.0722  0.0961  8.1459  0.0025  -0.0026  0.0006
O  5.5347  5.6178  7.8789  -0.0008  -0.0003  -0.0016
O  7.5997  3.9613  8.4298  -0.0009  0.0005  0.0008
O  8.7245  7.0553  8.7565  0  0  0.0007
O  2.182  9.4639  9.0355  -0.0021  -0.0002  -0.0033
O  8.8949  1.6828  8.9241  0  -0.0007  0.0019
O  7.6206  9.483  8.7056  0.0001  -0.0009  0.0019
O  3.6049  1.8302  8.592  0.0002  -0.0014  -0.001
O  3.5844  7.2285  8.9424  -0.0011  -0.0011  0.0011
O  2.0674  4.0209  8.8149  -0.0004  -0.0001  0.0004
O  8.1408  3.4904  23.3591  -0.0011  0.0014  -0.0036
O  0.4486  4.931  22.9521  0.0012  0.0011  -0.0027
O  1.8999  2.7402  23.2424  0.0007  0.0009  -0.0013
O  5.8324  4.9108  23.1156  -0.0006  -0.0004  0.0011
O  5.5223  9.9869  23.5038  0.0003  -0.0005  -0.0014
O  2.447  8.6929  23.0215  -0.0009  0.0003  -0.0054
O  0.1913  10.0676  23.0853  -0.0013  0.0008  0.0003
O  7.7836  8.5715  23.0735  0.0003  0.0004  0.0015
Si  8.6613  7.6983  18.4401  0  -0.0006  0.0003
Si  8.7885  6.3624  13.6349  -0.0007  -0.0003  -0.0002
Si  3.7968  1.5432  14.7362  -0.0001  -0.0007  0
Si  2.1396  5.7488  17.629  0.0004  -0.0005  0
Si  2.4162  3.1427  19.4907  0.0003  -0.0001  -0.0006
Si  9.8159  9.0344  12.0804  -0.0003  0  0.001
Si  1.3327  9.4213  22.0774  0.0009  -0.0003  0.0001
Si  9.1757  0.9685  13.197  -0.0001  0.0005  0.0005
Si  1.423  5.0578  13.0293  0.0002  -0.0003  0.0002
Si  1.7958  8.2571  12.8154  0.0006  0.0003  0.0004
Si  6.6486  9.5523  22.4273  -0.0013  -0.0008  -0.0005
Si  4.5299  4.604  15.71  0.0004  -0.0003  0.0001
Si  8.2113  3.0246  9.5845  -0.0002  -0.001  0.0009
Si  0.8433  8.2462  19.2627  0.0001  0.0001  -0.001
Si  6.9511  1.3485  21.0914  0.0005  -0.0002  -0.0005
Si  8.228  8.3213  9.6728  0.0009  0  0.0009
Si  10.8908  5.2073  15.6097  0  0.0001  0.0004
Si  7.5728  9.5019  16.318  0.0003  0.0002  0
Si  9.9318  2.0554  20.2964  -0.0004  -0.0005  -0.0011
Si  3.2183  8.5167  9.914  0.0003  -0.0005  0.0012
Si  6.6978  3.3475  17.4084  -0.0002  -0.0004  0
Si  1.1679  0.2089  19.8018  -0.0001  -0.0013  -0.0003
Si  3.2378  2.8206  12.3004  0.0006  -0.0002  0.0006
Si  7.2212  5.3934  19.6839  -0.0001  -0.0005  -0.0001
Si  5.7501  8.6747  11.5469  0.0004  0.0007  0.0009
Si  5.7887  6.078  13.2034  0.0005  0.0002  0.0008
Si  4.6369  9.7056  17.6229  -0.0006  -0.0002  -0.0002
Si  1.0206  3.5963  22.174  0.0003  0.0003  0.0007
Si  4.899  1.4836  18.8008  0  -0.0001  0.0001
Si  3.1969  3.0896  9.519  0.0005  0.0004  0.0007
Si  6.4546  10.8247  13.7927  0.001  0.0001  0
Si  10.3533  0.1196  15.971  0.0009  0.0003  -0.0002
Si  5.6647  3.662  11.1581  0.0008  0.0004  0.0005
Si  9.8435  3.9029  11.906  -0.0006  0.0002  0.0011
Si  2.3463  9.9255  15.5445  0.0001  0.0003  0.0004
Si  6.0782  8.1214  19.799  0.0002  -0.0002  -0.0004
Si  6.9368  3.9728  22.3742  0.0006  0.0005  0.0005
Si  9.7564  2.7787  17.3655  -0.0002  -0.0007  0.0003
O  7.1985  6.382  13.9779  -0.0002  0  -0.0002
O  1.885  7.0582  18.6796  -0.0001  -0.0005  0.0003
O  10.2905  4.0402  16.5291  -0.0007  -0.0002  0.0004
O  6.1699  9.961  17.0543  0.0004  -0.0003  -0.0004
O  10.151  0.7055  14.4676  0.0003  -0.0003  -0.0001
O  8.4483  6.116  18.8558  0  0  0.0001
O  5.1742  0.6904  14.4349  0  0.0003  0.0002
O  5.7198  2.055  17.5214  0  -0.0001  0.0003
O  8.3476  1.938  20.5493  -0.0002  -0.001  0.0004
O  1.9932  4.2987  18.4021  0  -0.0005  0.0003
O  6.9676  2.8082  10.6435  0  0.0002  0.0001
O  4.8737  2.7131  12.2231  -0.0004  0.0001  -0.0002
O  6.0327  4.3944  16.3469  -0.0002  0  -0.0005
O  4.5654  3.9236  9.9422  0.0001  0.0007  -0.0006
O  10.6894  2.771  21.5544  -0.0001  -0.0007  0.0009
O  9.7257  6.1646  14.9707  0.0005  -0.0003  0.0001
O  6.0105  6.4854  19.8383  -0.0003  0.0001  0.0002
O  4.084  0.1702  18.2796  0.0004  -0.0001  0.0003
O  9.2589  10.5567  12.274  0.0003  -0.0005  -0.0002
O  2.8558  4.3633  12.7099  0  -0.0003  0.0001
O  1.9132  10.7036  21.2093  0.0001  0.0005  -0.0004
O  3.9944  2.7215  19.3828  -0.0001  -0.0004  0
O  0.7329  10.0442  15.9618  0  -0.0004  0.0003
O  1.2787  9.803  18.8348  0  -0.0001  0.0007
O  1.7129  1.6638  19.2711  0  -0.0005  0
O  8.9441  10.3927  16.4991  -0.0003  -0.0005  0.0001
O  4.8766  8.5808  18.7888  0.0002  -0.0006  0.0003
O  9.5757  8.7557  10.4879  0  0.0002  -0.0004
O  6.7503  4.085  18.8568  0.0002  -0.0005  0.0003
O  2.844  1.7237  13.4089  0.0002  0.0005  -0.0006
O  5.8276  8.7714  21.2625  0.0002  -0.0011  0.0001
O  2.5451  2.4529  10.8773  0  0.0006  0.0005
O  7.6201  4.85  21.1718  0  0  -0.0002
O  5.2135  7.4845  12.5587  0  0.0005  -0.0001
O  0.4336  9.0712  12.5002  0.0003  -0.0002  -0.0003
O  7.5844  1.063  13.5785  0  -0.0001  -0.0003
O  7.1131  9.6385  14.7461  0.0002  0  0.0006
O  8.9804  5.0339  12.7005  0.0002  0.0002  0.0003
O  8.0959  8.0389  16.9115  0  0.0001  0.0003
O  6.215  2.5751  21.8981  0.0002  -0.0012  -0.0001
O  2.4606  9.0708  14.1085  0.0005  0  -0.0006
O  0.4269  4.4932  11.8651  0.0003  0.0001  -0.0002
O  0.8156  8.3171  20.9343  -0.0003  -0.0007  -0.0008
O  9.3889  3.8374  10.35  0.0006  0.0005  -0.0001
O  9.659  2.389  12.532  0.0002  0.0002  -0.0006
O  7.6234  8.562  19.3931  0  -0.0005  0.0005
O  2.5535  8.172  11.3671  -0.0006  0.0005  0.0005
O  3.9801  3.062  15.3781  0.0002  0.0003  0
O  0.8345  4.4906  14.4402  0  0  0
O  10.0515  2.9978  18.9578  0.0002  -0.0003  -0.0004
O  9.1466  7.8076  12.9474  0.0004  0.0003  -0.0003
O  10.5145  0.5351  20.0746  0.0003  0.0003  0.0004
O  6.034  5.0481  11.9374  -0.0001  0.0003  0
O  8.1563  2.7447  17.012  0.0005  0.0001  0.0004
O  3.5383  5.4823  16.7306  0  0.0003  0.0002
O  4.6684  9.137  10.3894  -0.0001  -0.0002  0
O  1.5322  6.6788  13.1832  0  0.0003  -0.0002
O  4.7629  5.495  14.3463  0.0002  -0.0004  0.0002
O  2.0462  3.8529  20.9208  0.0002  -0.0003  -0.0001
O  10.5536  1.4138  16.948  0.0001  0.0007  0.0001
O  0.9507  6.0736  16.5548  -0.0002  -0.0005  -0.0004
O  7.3336  10.9504  21.938  0.0004  0.0006  0.0001
O  5.9316  0.9103  19.9167  -0.0002  -0.0004  -0.0003
O  6.0709  10.034  12.4074  0.0001  0  -0.0004
O  2.8495  0.5481  15.6035  0.0002  0.0002  -0.0003
O  7.0546  8.0194  10.779  -0.0006  0.0004  -0.0009
O  10.2468  8.016  18.6882  0.0001  -0.0005  0.0003
O  3.4495  9.1987  16.5752  0.0004  -0.0005  0.0002

Results
free energy: -137508.549 eV
free energy less fixed offsets of O -568.88, Si -635.61 eV per atom: 0.151 eV

The program warned: the cutoff lies below the one the program advises for these potential files; the forces do not sum to zero within the program's tolerance; the exchange-correlation potential is rough where the density is thin.
